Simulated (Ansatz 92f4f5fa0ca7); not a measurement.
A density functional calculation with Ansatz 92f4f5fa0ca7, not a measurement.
Periodic cell of 221 atoms, Si132O88H1, from a study of silicon, its oxide and their interface. The atomic structure is a simulated model.
This geometry differs little from another in the collection (a relaxation step or a small displacement).

Settings: functional PBE; potential files Ansatz PAW; basis plane waves; wave-function cutoff 700 eV; density cutoff ratio 5; exchange-correlation grid ratio 1; k mesh 2 x 2 x 1, shifted by 0.5 0.5 0.5 of a step; self-consistency stop 5e-08 eV per atom in the density residual; occupations fixed; spin none; net charge +1 e, with a uniform compensating background and no finite-size correction.

Cell vectors (angstrom)
a  10.938  0  0
b  0  10.938  0
c  0  0  32.5813

Atoms and the computed forces on them: element, x, y, z (angstrom), force x, y, z (eV/angstrom)
Si  -0.2638  0.2902  25.187  -0.0055  0.0254  -0.0343
Si  5.6671  -0.294  25.1787  0.0061  -0.0233  -0.0335
Si  2.3648  2.9951  25.1028  -0.0267  0.0019  -0.0334
Si  8.4657  2.5116  25.1595  0.0237  -0.0092  -0.0369
Si  0.1308  5.2319  24.9743  0.0029  -0.0276  -0.0383
Si  5.2205  5.7845  25.1128  -0.0032  0.0261  -0.0375
Si  2.9826  7.9988  25.0745  0.0309  0.0003  -0.0387
Si  7.8957  8.4327  25.1094  -0.0242  0.0095  -0.0347
Si  1.3058  1.4284  26.5006  0.0076  -0.0016  -0.002
Si  6.8222  1.3614  26.4121  0.008  -0.004  0.0105
Si  4.0458  4.1329  26.3527  -0.002  0.0029  0.015
Si  9.5818  4.1152  26.4474  0.0055  0.0102  -0.0011
Si  1.3265  6.8295  26.3128  -0.0018  -0.0013  0.0145
Si  6.7858  6.8763  26.478  0.0099  -0.0017  -0.0009
Si  4.0862  9.5319  26.4907  -0.0022  0.0004  -0.002
Si  9.5213  9.5783  26.409  0  -0.003  0.0061
Si  2.7161  0.0197  27.7917  -0.001  0.0012  -0.0088
Si  8.1851  0.0093  27.8112  -0.002  0.0022  -0.0118
Si  -0.0277  2.7747  27.8621  -0.002  0.0051  -0.0104
Si  5.4378  2.7583  27.7479  -0.0051  0.0039  0.0022
Si  2.7003  5.4919  27.767  -0.0004  -0.0003  -0.0059
Si  8.1887  5.4845  27.7842  0.0007  -0.0016  -0.0024
Si  -0.0087  8.2041  27.7442  0.0031  -0.0034  0.0075
Si  5.4525  8.2127  27.8665  -0.0013  -0.001  -0.0113
Si  4.1018  1.3673  29.1631  0.0272  0.1122  -0.1862
Si  9.5708  1.3673  29.1631  -0.1776  -0.0236  0.2547
Si  1.3673  4.1018  29.1631  0.126  0.2722  0.2399
Si  6.8362  4.1018  29.1631  -0.1233  -0.024  -0.2609
Si  4.1018  6.8362  29.1631  -0.2889  -0.186  0.1819
Si  9.5708  6.8362  29.1631  0.0564  0.0617  -0.2268
Si  1.3673  9.5708  29.1631  -0.1179  -0.0702  -0.2476
Si  6.8362  9.5708  29.1631  0.0378  0.1482  0.3506
Si  0  0  30.5303  -0.0303  -0.0181  -0.017
Si  5.469  0  30.5303  0.0718  -0.0096  -0.0004
Si  2.7345  2.7345  30.5303  0.0215  0.0419  -0.0186
Si  8.2035  2.7345  30.5303  -0.0238  -0.1064  0.0004
Si  0  5.469  30.5303  0.0662  0.0079  -0.0078
Si  5.469  5.469  30.5303  -0.0672  -0.0459  -0.0125
Si  2.7345  8.2035  30.5303  0.0152  -0.0542  -0.0053
Si  8.2035  8.2035  30.5303  0.018  0.0375  -0.0184
Si  1.3673  1.3673  31.8976  0.0045  -0.0039  -0.0001
Si  6.8362  1.3673  31.8976  -0.0222  0.0614  0.0074
Si  4.1018  4.1018  31.8976  0.0229  -0.0252  0.0167
Si  9.5708  4.1018  31.8976  0.0115  0.0627  -0.0155
Si  1.3673  6.8362  31.8976  -0.0801  0.0021  -0.0028
Si  6.8362  6.8362  31.8976  0.0178  0.0196  -0.0032
Si  4.1018  9.5708  31.8976  -0.0457  0.0235  -0.0102
Si  9.5708  9.5708  31.8976  -0.0101  -0.0104  0.0113
Si  2.7345  0  0.6835  0.0468  -0.0453  0.007
Si  8.2035  0  0.6835  -0.0037  -0.0072  -0.0105
Si  0  2.7345  0.6835  -0.0277  -0.025  -0.0057
Si  5.469  2.7345  0.6835  0.0196  -0.0356  0.0105
Si  2.7345  5.469  0.6835  -0.0003  0.048  -0.0153
Si  8.2035  5.469  0.6835  0.0063  -0.0461  0.0053
Si  0  8.2035  0.6835  0.0673  -0.0155  0.0036
Si  5.469  8.2035  0.6835  -0.0071  -0.0038  -0.004
Si  4.1018  1.3673  2.0507  -0.0458  0.0627  0.0058
Si  9.5708  1.3673  2.0507  0.0536  0.0362  0.0047
Si  1.3673  4.1018  2.0507  -0.0294  0.0378  0.0162
Si  6.8362  4.1018  2.0507  0.0048  0.0528  0.0249
Si  4.1018  6.8362  2.0507  -0.0314  -0.0527  -0.0168
Si  9.5708  6.8362  2.0507  -0.0165  0.0102  0.0266
Si  1.3673  9.5708  2.0507  -0.0828  0.0098  0.0112
Si  6.8362  9.5708  2.0507  0.0775  0.0104  -0.0091
Si  0  0  3.418  0.2099  0.0876  -0.3357
Si  5.469  0  3.418  0.1265  0.0659  0.4842
Si  2.7345  2.7345  3.418  0.2956  -0.2324  0.0718
Si  8.2035  2.7345  3.418  -0.0848  -0.1793  0.1064
Si  0  5.469  3.418  0.0129  -0.1827  -0.0587
Si  5.469  5.469  3.418  -0.1968  -0.1083  -0.2465
Si  2.7345  8.2035  3.418  0.2649  0.075  0.0844
Si  8.2035  8.2035  3.418  -0.1295  0.1671  -0.1805
Si  1.4308  1.2991  4.7812  0.0124  -0.0051  0.008
Si  6.8606  1.3711  4.8607  -0.0043  0.0072  -0.0142
Si  4.1759  4.0383  4.7991  0.0091  -0.0109  0.0092
Si  9.5814  4.0699  4.7747  0.0053  -0.0083  0.0157
Si  1.4114  6.7942  4.7509  0.0116  -0.0059  0.0146
Si  6.7778  6.872  4.7375  -0.0083  0.0078  0.0114
Si  4.1254  9.561  4.8342  -0.0002  0.0056  -0.0185
Si  9.5654  9.6096  4.7396  -0.0129  0.0151  0.0194
Si  2.8199  -0.0172  6.2673  -0.007  -0.0203  0.0045
Si  8.2716  0.0199  6.2266  0.0079  0.0145  -0.0044
Si  0.0391  2.6658  6.0956  -0.0171  0.0063  -0.0216
Si  5.5709  2.755  6.3283  0.0091  0.0071  -0.0144
Si  2.7726  5.4058  6.1048  -0.0254  -0.0001  -0.0069
Si  8.1532  5.4856  6.0071  -0.0076  -0.0223  -0.0032
Si  0.0532  8.2352  5.9901  -0.0068  -0.0103  -0.0027
Si  5.472  8.1971  6.2381  -0.0065  -0.0062  0.0059
Si  3.9312  1.628  7.6303  -0.023  0.016  0.0486
Si  9.9907  1.0794  7.5286  0.031  -0.0164  0.034
Si  1.6181  3.7902  7.379  0.0151  -0.0178  0.04
Si  6.7211  4.4832  7.5835  -0.0058  0.0361  0.0353
Si  4.3027  6.5289  7.4765  0.0021  -0.0192  0.0312
Si  9.3596  7.083  7.1537  -0.0179  0.0126  0.038
Si  1.1968  9.6572  7.4511  -0.0232  -0.0006  0.0322
Si  7.1772  9.2971  7.4827  0.02  -0.0176  0.0356
O  1.2718  4.108  24.5167  -0.0063  0.0027  -0.019
O  6.7929  9.5669  24.6098  0.0009  -0.0053  -0.0218
O  2.7464  2.7284  7.9325  0.015  -0.0115  0.0203
O  8.3154  8.1553  7.8644  -0.0081  0.0145  0.0251
O  5.4898  5.5053  8.0185  0.0116  -0.003  0.0214
O  0.092  -0.1487  7.918  0.0058  -0.0002  0.0231
O  4.1039  6.885  24.5658  -0.0017  0.0009  -0.0179
O  9.5614  1.3864  24.6239  -0.0021  0.0002  -0.022
O  1.6482  8.8618  8.8393  0.0044  -0.0073  -0.0063
O  0.8894  4.2552  8.7783  -0.0021  0.0128  -0.0099
O  9.738  1.7349  9.0498  -0.0076  -0.0149  -0.0041
O  6.6932  9.8901  8.9578  0.0163  -0.0045  0.01
O  4.45  1.2227  9.1567  -0.004  -0.0029  0.0024
O  3.481  6.9543  8.8468  0.0015  0.0069  -0.0061
O  7.5538  4.1924  9.011  -0.0154  0.0126  -0.006
O  10.0525  6.2354  8.3562  0.004  0.004  -0.0015
O  2.9119  2.1564  23.7869  0.0167  0.0089  0.008
O  4.8384  0.2542  23.8636  0.0106  0.019  0.0066
O  7.9237  3.3077  23.8176  -0.019  -0.0056  0.0021
O  10.2983  5.7722  23.5857  0.0105  0.0109  0.0189
O  8.4311  7.6893  23.7335  0.0169  0.0061  0.0041
O  2.4324  8.7566  23.7033  -0.0165  -0.0078  0.0099
O  6.0437  5.2561  23.7762  -0.0095  -0.0175  0.0089
O  0.5231  10.6371  23.8702  -0.0079  -0.0155  0.003
Si  3.2342  9.2591  11.9185  0.0008  -0.0041  0.0001
Si  8.2189  4.7887  10.3765  0.0035  0.0052  0.0037
Si  7.0938  4.7306  17.5177  -0.0034  0.0019  0.0046
Si  4.299  1.6016  23.1482  0.0077  0.0015  0.0037
Si  12.389  3.2869  19.2645  0.0063  0.0079  -0.0094
Si  8.0298  -2.9725  14.5191  -0.0001  -0.0012  -0.0025
Si  1.0873  9.3723  23.0313  -0.003  -0.0004  0.0017
Si  4.0602  12.9003  20.1409  -0.0008  -0.0082  0.004
Si  -2.3532  2.9517  12.6503  -0.0004  -0.0002  -0.0016
Si  -3.9043  14.1913  20.1803  0.0054  0.0043  0.0043
Si  1.1268  -4.6158  18.5469  0.0042  -0.0015  0.0028
Si  0.8946  11.2075  12.4594  -0.0021  0.0021  -0.0025
Si  10.3452  9.7685  14.8554  -0.0021  0.0035  -0.0013
Si  -5.9953  3.1064  16.0812  -0.0012  0.0015  0.0038
Si  7.2064  10.2641  10.4555  0.0006  -0.0019  0.0018
Si  0.6739  17.645  15.5038  0.0065  0.001  -0.0003
Si  -1.3721  4.1743  15.4368  -0.0046  0.0013  -0.0027
Si  0.0073  5.4388  9.4217  -0.0007  0.0057  -0.0022
Si  5.0214  7.4193  13.5015  -0.0021  -0.0018  0
Si  6.57  3.8689  23.1186  -0.0043  -0.0055  0.0034
Si  7.4838  7.6524  17.394  -0.0033  0.002  0.0041
Si  9.8234  1.0517  10.5298  0.0057  -0.005  0.0034
Si  2.2039  11.5896  18.2258  0.0021  -0.007  -0.0032
Si  9.7886  1.8642  19.7643  0.0008  -0.0071  -0.0002
Si  4.6558  0.7719  10.696  0.0004  0  0.0021
Si  3.0321  2.2009  13.0373  -0.001  0.0034  -0.0027
Si  2.2106  7.5638  9.6508  -0.0023  -0.0012  -0.0007
Si  5.9131  9.6315  15.6409  -0.0032  -0.0017  0.0034
Si  3.197  5.011  14.454  0.0006  0.0004  -0.0021
Si  9.7015  7.1361  22.8842  0.001  0.0055  -0.0008
Si  11.2989  10.218  20.2744  0.0027  -0.0034  0.0037
Si  7.305  -3.6014  11.7481  0.0005  -0.0049  -0.0017
Si  -1.3596  7.5483  19.8154  -0.0046  -0.0029  -0.0005
Si  3.6308  0.5319  15.7777  -0.003  -0.0059  0.0031
Si  9.6502  12.3491  16.5665  -0.0048  -0.0005  0.0099
Si  7.0813  1.4978  14.7794  -0.0019  -0.0009  -0.0029
O  4.3484  9.9649  15.783  0.0086  0.0087  0.0074
O  10.2749  -0.0664  16.0957  -0.0089  0.0111  -0.0113
O  8.7166  -0.1323  10.5663  -0.0079  0.0141  -0.0033
O  0.1812  8.2698  15.0322  -0.0225  -0.0033  0.0085
O  4.3991  -4.7973  14.2428  -0.0051  0.0024  -0.0009
O  2.8409  14.0333  20.1389  0.0027  -0.0187  -0.0191
O  1.8854  5.9825  14.6217  -0.0001  -0.0031  0.0113
O  -1.77  14.8174  13.8721  -0.0054  -0.0141  0.0091
O  -2.8412  1.5265  16.0445  0.0096  -0.0016  -0.0105
O  -1.0782  4.7879  10.4575  -0.0121  0.0055  -0.0088
O  10.5152  -4.4794  19.0501  0.0076  0.0234  0.0089
O  8.3358  7.3576  15.9866  -0.0221  0.0241  -0.0036
O  -3.1774  1.7141  13.3333  0.0072  0.0133  0.0185
O  3.4551  12.1607  14.3141  -0.0023  0.0017  -0.002
O  1.374  9.8991  21.5071  -0.0275  -0.004  0.003
O  8.208  7.1312  13.1523  -0.0213  0.0275  -0.006
O  8.2937  2.2058  20.3313  -0.0054  0.0225  -0.0185
O  10.3309  8.9684  19.9469  0.0067  -0.0068  0.0092
O  4.0676  1.2364  21.5858  0.0052  0.0271  -0.0009
O  -3.7314  8.9048  11.3849  -0.0032  -0.0077  -0.0096
O  6.8712  4.1231  21.5394  -0.0047  -0.0254  0.0026
O  8.3211  7.8546  18.7622  -0.0007  -0.0113  -0.0101
O  12.2249  10.4607  18.9469  0.0031  0.0192  0.0129
O  6.5933  6.3011  17.5249  0.0234  -0.0111  0.0035
O  -2.6752  4.4753  16.4002  -0.0033  -0.0034  0.005
O  9.6612  2.1908  11.696  -0.0148  -0.0075  -0.0129
O  10.7918  10.6782  13.5912  -0.0017  0.0056  -0.0072
O  5.9588  2.6988  14.8523  0.0123  -0.0032  0.0233
O  6.4885  10.9066  14.847  0.0028  0.0048  -0.0039
O  -0.498  16.4986  15.4426  0.0045  -0.0068  0.0037
O  -2.1616  -1.5511  14.4685  0.0148  -0.0156  0.0056
O  4.0129  1.8358  11.7765  -0.0077  -0.0199  0.003
O  -7.3219  11.7431  19.0512  -0.0258  0.0238  -0.0022
O  2.7447  7.9525  11.1393  0.0044  0.0256  -0.0062
O  5.8107  6.8665  12.2227  0.012  0.0239  0.0121
O  2.1906  -3.8334  19.4977  -0.0011  0.0227  -0.0471
O  6.2404  8.26  14.5488  0.0274  -0.0007  -0.0013
O  9.2077  6.9715  21.3055  0.0226  0.0159  0.0047
O  1.4837  12.7075  12.7634  0.0177  -0.022  -0.0065
O  -0.0434  8.2229  22.9351  -0.0035  0.0021  -0.0125
O  6.6006  9.0213  16.9944  0.0043  -0.0172  -0.0107
O  -3.4021  4.2905  19.01  -0.0098  -0.0048  -0.0061
O  2.3167  0.1806  16.6561  0.0048  0.0131  0.0104
O  -0.0245  3.0644  19.9748  -0.0118  -0.0204  0.0036
O  1.4971  4.744  18.5672  0.0008  0.0006  0.0082
O  4.0209  10.2151  10.8889  -0.0086  0.0177  0.0126
O  5.412  2.76  23.3079  -0.0002  -0.0003  -0.0201
O  3.6916  4.1056  15.726  0.0132  -0.0091  -0.0023
O  5.578  13.4799  19.8348  0.0012  -0.0026  0.0238
O  -3.2418  3.921  11.673  0.0228  0.0033  -0.0098
O  4.1046  8.6968  13.2019  0.0098  -0.0153  -0.0154
O  6.2398  0.5215  11.0262  -0.0058  -0.0103  -0.0182
O  9.6312  1.4504  18.1807  -0.0028  0.0084  0.0015
O  -0.5969  13.7471  15.9823  -0.0235  0.0071  0.0015
O  4.4616  1.6501  16.6426  -0.007  -0.0002  -0.0124
O  1.5091  13.0589  18.1136  0.013  -0.0009  0.0271
O  5.7711  -7.0761  17.2181  0.0083  -0.0002  -0.0251
O  1.047  6.5036  10.0692  -0.0056  -0.004  -0.0205
O  1.2238  6.9016  17.0153  -0.0139  -0.0178  0.0011
O  2.0632  10.1016  12.6098  0.0032  0.0053  -0.0178
O  7.7837  6.3691  10.57  0.0037  -0.0169  0.0159
O  11.2224  0.2994  10.9518  -0.0015  0.0049  0.024
O  10.3547  11.5077  20.5789  0.0113  0.0006  -0.0279
O  3.064  3.8405  13.2913  -0.0055  -0.0115  -0.0051
H  2.3989  -2.9071  19.3052  -0.0234  -0.0332  0.0259

Results
free energy: -133999.596 eV
free energy less fixed offsets of H -17.10, O -569.03, Si -635.61 eV per atom: -7.336 eV

The program warned: the cutoff lies below the one the program advises for these potential files; the exchange-correlation potential is rough where the density is thin.
